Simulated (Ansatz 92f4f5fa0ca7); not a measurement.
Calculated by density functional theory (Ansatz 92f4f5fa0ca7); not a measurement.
Periodic cell of 192 atoms, Si128O64, from a study of silicon, its oxide and their interface. The atomic structure is a simulated model.
This geometry differs little from another in the collection (a relaxation step or a small displacement).

Settings
functional: r2SCAN
potential files: Ansatz PAW
basis: plane waves
wave-function cutoff: 800 eV
density cutoff ratio: 5
exchange-correlation grid ratio: 1
k mesh: 1 x 1 x 1, shifted by 0.5 0.5 0 of a step
self-consistency stop: 1e-10 eV per atom in the density residual
occupations: fixed
spin: none
net charge: 0

Cell vectors (angstrom)
a  10.88  0  0
b  0  10.88  0
c  3.5965  -1.8859  28.9362

Atoms and the computed forces on them: element, x, y, z (angstrom), force x, y, z (eV/angstrom)
Si  1.7242  -1.6543  -0.0624  -0.0026  0.0012  -0.0221
Si  4.4608  1.1951  0.113  -0.0016  0.002  -0.0109
Si  1.101  4.2691  0.0722  0.0005  -0.0042  -0.0204
Si  3.8795  -3.9191  0.2064  0.0057  -0.0062  -0.0201
Si  -4.3536  -1.1183  0.1542  0.005  -0.0043  -0.0275
Si  -1.7071  1.5806  0.1522  0.0028  -0.0048  -0.0262
Si  7.0176  3.8372  0.0057  -0.0015  -0.0013  -0.0195
Si  -1.0697  -4.3702  0.0446  -0.0043  0.0038  -0.0209
Si  2.7589  0.0136  1.2671  0.001  0.0005  0.0036
Si  5.5388  2.726  1.4683  -0.0002  0.0013  0.0047
Si  2.6684  -5.4783  1.4258  0.0016  -0.0016  -0.0037
Si  5.4083  -2.6974  1.4679  0.0018  0.0027  0.0037
Si  -2.7931  0.0171  1.4805  -0.0027  -0.0027  0.0003
Si  -0.0689  2.7252  1.386  -0.0008  0  -0.0005
Si  8.1849  5.4094  1.3381  0  -0.0022  -0.0045
Si  0.0616  -2.7178  1.2732  -0.0002  0.0013  0.0044
Si  1.3601  1.3409  2.6476  0.0025  -0.0005  0.0005
Si  4.0831  4.0626  2.7269  0.0009  -0.0002  0.0046
Si  1.3446  -4.0607  2.7592  -0.0003  0.001  -0.003
Si  4.0436  -1.3166  2.7796  -0.0006  0.0025  -0.0036
Si  6.8138  1.379  2.8877  -0.0003  -0.0005  0.0018
Si  9.4919  4.0772  2.7896  -0.002  0.0001  -0.0014
Si  6.8264  6.7866  2.7026  0.0025  -0.0018  -0.0008
Si  -1.3316  -1.3844  2.6621  0.0008  -0.0011  -0.0019
Si  0.0111  -0.0158  4.0371  0.0003  0.0002  -0.003
Si  2.7125  2.6933  4.0481  -0.0002  -0.0015  -0.001
Si  -0.0144  5.4565  4.1059  0.0006  0.0009  -0.0004
Si  2.7048  -2.709  4.1152  -0.0017  -0.0008  -0.0033
Si  5.4126  0.0092  4.1529  0.0012  -0.0001  0.0022
Si  8.1797  2.7324  4.1895  -0.0007  0.001  0.0017
Si  5.4472  5.4368  4.069  0.0006  0.0001  0.0023
Si  8.1888  -2.7301  4.0496  0.0008  -0.0007  -0.0017
Si  1.3878  -1.3647  10.8407  -0.0001  -0.0012  -0.0035
Si  4.0842  1.3402  10.8709  0.0013  -0.0007  0.0013
Si  1.3287  4.066  10.8821  -0.0006  -0.0006  0.002
Si  4.084  -4.0483  10.8234  -0.0007  0.0002  -0.0007
Si  6.7666  -1.3573  10.8949  0.0003  -0.0002  0.0038
Si  -1.3737  1.3742  10.8457  0.0008  -0.0005  -0.0026
Si  6.84  4.08  10.8467  0.0016  -0.0001  -0.0017
Si  -1.3716  6.7754  10.879  0.0001  -0.0004  0.0016
Si  2.7305  -0.0246  12.2425  -0.0013  -0.0007  0.0042
Si  5.4943  2.7001  12.1679  0.0021  -0.001  0.0021
Si  2.7333  5.466  12.1398  -0.0017  -0.0003  0.0013
Si  5.4138  -2.7391  12.2576  0.0006  -0.0009  0.0021
Si  -2.7486  0.0477  12.1992  -0.0002  0.0013  -0.0039
Si  -0.0595  2.717  12.2547  -0.0031  0.0003  0.0034
Si  8.1618  5.419  12.2772  0.0008  -0.0009  -0.0004
Si  0.0153  -2.7221  12.169  -0.0011  -0.0012  0.0008
Si  1.3346  1.3478  13.55  -0.0005  -0.0011  -0.005
Si  4.1654  4.134  13.4167  0.0003  0.0014  0.0032
Si  1.3623  -4.1038  13.5077  0.0011  0.0019  0.0039
Si  4.0804  -1.3791  13.6417  -0.0004  -0.0004  -0.0044
Si  -4.0662  1.3995  13.6242  -0.002  -0.0006  -0.0006
Si  -1.4097  4.0439  13.6935  -0.0028  -0.0002  0.0059
Si  6.7781  -4.1015  13.6235  0.0007  -0.0024  0.0006
Si  -1.3657  -1.3343  13.4626  0.0006  -0.0002  -0.0056
Si  -0.0762  0.0134  14.8916  -0.0004  -0.0003  -0.0047
Si  2.778  2.7978  14.6765  -0.0033  0.0016  0.0025
Si  0.0356  -5.4576  14.919  0.0016  -0.0028  -0.0029
Si  2.6754  -2.7718  14.9328  -0.0017  -0.0045  0.0009
Si  5.4929  -0.022  14.969  0.0029  0.0025  0.0015
Si  -2.8082  2.7616  15.1571  -0.0005  -0.0003  -0.0002
Si  5.4446  5.3736  14.9827  -0.0007  0.0005  -0.0027
Si  -2.6947  -2.6851  14.8439  -0.0006  0.0006  -0.0006
Si  0.9746  -1.6687  16.11  -0.0013  -0.0018  0.0256
Si  4.2313  1.6275  16.0258  -0.0038  0.0009  0.0203
Si  1.6954  4.2643  16.121  -0.0013  -0.0014  0.024
Si  3.8315  -4.3824  16.2069  0.003  0.0002  0.0251
Si  7.139  -1.1487  16.2674  0.0022  -0.0028  0.0149
Si  -1.5995  1.1323  16.3282  0.0025  0.0035  0.0237
Si  -4.4906  3.8293  16.5763  0.0009  0.002  0.0329
Si  -1.1872  -3.8881  16.1427  -0.0049  -0.0064  0.0277
Si  2.9204  -0.3125  17.9269  0.0061  -0.0081  0.0449
Si  5.9329  -0.1609  -5.9674  -0.0028  0.0032  -0.006
Si  7.877  -3.0167  -2.0244  -0.001  0.0038  -0.0422
Si  -0.0057  2.9458  18.3596  -0.001  0.0039  0.0384
Si  1.4946  -0.2526  -2.8684  -0.0032  0.0049  -0.033
Si  6.7136  4.6998  19.7328  -0.0042  -0.0013  0.0374
Si  0.9051  2.0157  21.2483  0.0008  -0.0035  0.02
Si  2.7702  2.5609  -2.0426  -0.0035  -0.0014  -0.0404
Si  5.6363  -5.2043  -2.1089  -0.004  0.0048  -0.0408
Si  2.7852  -0.4178  -5.5486  0.0045  0.0045  -0.0117
Si  2.1967  -0.7133  20.7763  0  0  0.015
Si  -1.2379  -2.3702  -6.5496  -0.0009  -0.0033  0.0004
Si  5.1112  -3.7572  20.9214  -0.0062  -0.0044  0.0211
Si  4.1713  4.1498  -4.3464  0.006  -0.0038  -0.0206
Si  -1.4765  -5.1319  18.8836  0.0074  0.0003  0.0297
Si  -1.1531  0.9581  -2.7358  -0.0013  0.0021  -0.0299
Si  2.2565  4.6271  -6.8793  -0.0086  -0.0032  0.0065
Si  0.2052  -3.2597  20.705  0.0025  0.0014  0.019
Si  0.8974  1.9073  -6.4338  0.0011  0.0033  -0.0058
Si  6.7123  2.8622  -5.5844  -0.0005  -0.0033  -0.0042
Si  -2.6352  -1.0379  -4.2852  -0.0022  0.0019  -0.0247
Si  -1.2234  3.2588  -4.4243  -0.0005  0.0012  -0.0222
Si  -0.5971  -5.3052  -5.9704  0.0022  0.002  -0.0074
Si  5.172  -2.458  18.1695  -0.0036  0.0058  0.0279
Si  1.3374  -1.3559  5.4517  -0.0009  0.0006  0.0009
Si  4.0484  1.374  5.4681  -0.0002  -0.0001  -0.0018
Si  1.3694  4.0705  5.4157  0  -0.0007  0.0009
Si  4.0896  6.7973  5.4344  -0.0002  -0.0007  0.0033
Si  6.8192  -1.3764  5.428  -0.001  -0.0004  0.0023
Si  -1.3232  1.3334  5.4562  0.0001  -0.0012  0.0012
Si  6.7805  4.096  5.4811  -0.0004  -0.0005  -0.0012
Si  -1.3703  -4.0713  5.456  -0.0002  0.0009  0.0004
Si  2.698  0.0057  6.8021  0.0004  -0.0016  -0.0005
Si  5.4159  2.7256  6.8232  0.0007  -0.0012  -0.0017
Si  2.7254  5.4274  6.7886  -0.0001  -0.0003  0.0006
Si  5.4564  -2.7297  6.7856  -0.0005  0.0005  0.002
Si  -2.7106  -0.0174  6.803  0  0.0002  0.0007
Si  0.0276  2.7126  6.7913  -0.0005  -0.0001  0.0015
Si  -2.7282  -5.4212  6.8133  0.0004  -0.0002  -0.0005
Si  -0.0167  -2.7154  6.8151  0.0006  -0.0008  -0.002
Si  1.3602  1.3593  8.1697  0.0006  0.0005  -0.001
Si  4.0656  4.0811  8.1842  -0.0018  0.0002  0.0004
Si  1.3562  6.7898  8.1417  -0.0002  -0.0007  0.0002
Si  4.0849  -1.3568  8.1135  0.0002  0.0003  0.0001
Si  6.7949  1.3507  8.1475  0.0009  -0.0015  0.0017
Si  -1.348  4.0791  8.1225  0.0009  -0.0002  0.001
Si  6.7984  -4.0708  8.1709  0.0004  0.0001  -0.0001
Si  -1.3692  -1.3684  8.1875  -0.0014  -0.0001  -0.0006
Si  0.0011  0.0046  9.5201  0.0004  -0.0011  0.001
Si  2.7059  2.7083  9.538  -0.0006  -0.0011  0.0022
Si  -0.0077  5.4295  9.5043  -0.0002  0.0007  -0.0001
Si  2.7308  -2.7103  9.4605  -0.0002  -0.0009  0.0008
Si  5.4269  -0.0174  9.4987  -0.0001  0.0007  -0.0005
Si  8.1741  2.7268  9.4695  -0.0015  -0.0009  0.0006
Si  5.45  5.4416  9.5157  0.0008  -0.0013  0.0014
Si  8.1427  -2.7212  9.5481  -0.0006  -0.0008  0.0024
O  3.2292  1.0558  17.1711  0.0052  0.0065  -0.0165
O  5.5792  -5.144  20.2386  0.0042  -0.0027  -0.0112
O  -2.6622  -0.0325  16.8208  0.0018  -0.0001  -0.0056
O  5.4765  0.0127  -0.429  0.0022  -0.0006  0.0105
O  -1.7713  -3.7403  -1.2824  0.0099  -0.0076  0.0226
O  6.6011  -1.9916  17.572  0.0074  0.0059  -0.0191
O  5.3986  3.1921  -4.7353  -0.0078  0.0075  0.0084
O  1.7748  3.523  -1.2119  -0.0081  0.0074  0.0253
O  4.8476  5.3447  -3.4826  0.0076  0.0064  0.0226
O  -0.824  4.2881  18.6881  0.0024  -0.0041  -0.0115
O  1.1887  3.35  17.3636  0.0052  0.0068  -0.018
O  -1.9435  -4.5694  17.4305  0.0048  -0.0002  -0.0273
O  1.7001  3.1169  -7.1921  -0.0006  -0.0019  0.0009
O  0.0344  5.4  -0.4702  0.0026  0.0003  0.006
O  6.8117  3.9271  -6.8207  -0.0003  -0.0012  -0.0012
O  6.357  4.4017  -1.3909  0.0038  -0.0039  0.0238
O  2.3967  -1.4706  -6.7163  -0.0011  -0.0017  -0.0011
O  0.0218  0.0868  -3.4199  0.0011  -0.0012  0.0137
O  1.2772  -2.0251  20.4721  0.0017  0.0032  -0.0093
O  6.7377  -1.025  -4.8635  0.0052  -0.0018  0.0094
O  -0.883  4.8397  -4.5411  -0.0014  -0.0017  0.0054
O  6.542  3.403  20.7247  0.0049  0.0057  -0.0149
O  8.1364  -5.3856  19.8687  0.0018  -0.0035  -0.0195
O  4.5424  -4.6296  -1.0862  -0.0058  0.004  0.0217
O  8.105  2.6865  -0.4359  -0.0037  0.0051  0.0146
O  -0.4199  -4.0242  19.425  -0.011  -0.0104  -0.0185
O  1.3265  -1.1965  -1.5751  0.001  -0.006  0.0293
O  5.2698  2.6526  16.7586  -0.0025  -0.0026  -0.0115
O  2.7603  0.0082  19.4648  0.0025  -0.0009  -0.0365
O  8.0954  3.0279  -4.7626  0.0015  0.0001  0.0047
O  3.1619  3.3265  -3.397  -0.0053  -0.0066  0.0245
O  3.3531  4.6276  -5.6664  0.0005  -0.0019  0.005
O  4.6311  -3.8424  17.5339  -0.0067  -0.0086  -0.0178
O  2.8255  -2.8176  -0.3623  0.0013  -0.0009  0.0041
O  -2.4697  0.3474  -3.4537  0.004  0.0017  0.0114
O  4.0582  2.1615  -1.1503  0.0075  -0.0088  0.0169
O  -0.0145  -2.0196  -7.5326  0.0056  0.0012  -0.0059
O  -2.2373  2.3585  -7.4733  -0.0008  -0.0009  -0.0076
O  4.1406  -1.3238  17.6862  -0.0068  0.0062  0.0069
O  0.6219  2.3538  19.7132  -0.0085  0.0034  -0.0245
O  -0.1314  2.5546  -5.3828  -0.0017  -0.0056  0.0025
O  -2.5786  -2.5282  -7.4409  -0.0029  0.0022  -0.0056
O  -1.1247  0.7532  -1.1375  -0.005  0.0064  0.0367
O  7.2376  -1.8486  -1.1116  -0.0085  0.0136  0.0281
O  6.6213  4.3029  18.1437  0.0001  -0.0075  -0.0321
O  -0.1077  -2.7651  16.6594  0.002  0.0023  -0.0121
O  6.2098  -0.8215  -7.4168  0.0014  -0.003  -0.0035
O  2.0387  0.9987  -5.7589  -0.0019  -0.0054  0.0013
O  0.9587  -5.3924  -6.4141  0.0034  -0.0023  -0.0002
O  2.359  -0.9358  -4.0611  -0.003  -0.0025  0.0142
O  5.2476  -2.6114  19.7728  0.0016  0.0029  -0.0251
O  2.7345  5.3877  16.7275  0.0009  0.0008  -0.0043
O  4.3734  -0.1849  -5.6034  -0.0041  -0.0013  0.002
O  6.7549  -4.0947  -2.4294  -0.0021  -0.0059  0.0088
O  -0.962  -3.7534  -5.7815  -0.0012  0.0004  -0.0007
O  -1.5496  4.8923  -7.1039  -0.0055  -0.0046  -0.0068
O  -0.933  1.8068  17.6694  -0.0057  -0.0075  -0.0229
O  6.5182  1.3316  -6.0366  -0.0009  -0.0011  0.0013
O  -2.4291  -2.3286  -3.3531  -0.0042  -0.0054  0.0157
O  -0.0386  0.9067  -7.3132  0  0.0052  -0.0052
O  -1.5448  -1.1767  -5.4885  -0.004  0.0002  0.0072
O  -1.0064  2.5576  -2.9836  0.0023  -0.0081  0.0163
O  2.0943  1.1604  -2.4069  0.0007  0.0056  0.0117
O  1.5365  -0.9735  17.4658  -0.0047  -0.0062  -0.0163

Results
free energy: -118377.550 eV
free energy less fixed offsets of O -570.45, Si -639.56 eV per atom: -5.070 eV

The program warned: the cutoff lies below the one the program advises for these potential files; the forces do not sum to zero within the program's tolerance; empty levels may hold ghost states of the PAW files; the exchange-correlation potential is rough where the density is thin.
